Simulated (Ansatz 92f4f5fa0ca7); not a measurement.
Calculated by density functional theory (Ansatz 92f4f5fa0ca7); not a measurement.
Periodic cell of 279 atoms, Si168O105H6, from a study of silicon, its oxide and their interface. The atomic structure is a simulated model.
Doubt: the cutoff is far below the 930 eV that the study's wrapper takes by default for these files, so forces and energies are approximate.
This geometry differs little from another in the collection (a relaxation step or a small displacement).

Settings
functional: PBE
potential files: Ansatz PAW
basis: plane waves
wave-function cutoff: 580 eV
density cutoff ratio: 5
exchange-correlation grid ratio: 1
k mesh: 1 x 1 x 1, Gamma-centred
self-consistency stop: 5e-08 eV per atom in the density residual
occupations: fixed
spin: none
net charge: 0

Cell vectors (angstrom)
a  11.6015  0  0
b  0  13.3963  0
c  0  0  31.1438

Atoms and the computed forces on them: element, x, y, z (angstrom), force x, y, z (eV/angstrom)
Si  -0.0603  -0.0398  24.4005  0.071  0.0292  -0.0147
Si  3.8508  -0.062  24.3197  -0.0219  -0.0578  -0.5495
Si  7.6595  0.0429  24.6023  -0.0436  0.2481  -0.4356
Si  1.8314  3.2375  24.0977  0.0176  -0.1282  -0.6
Si  5.8639  3.4053  24.4861  0.1356  0.2192  -0.4406
Si  9.4971  3.3524  24.4657  -0.2276  0.0105  -0.5353
Si  -0.0678  6.7021  24.4401  0.0899  -0.1635  -0.0261
Si  3.8693  6.6961  24.1884  -0.0006  0.0194  -0.5678
Si  7.6359  6.7049  24.626  0.0961  -0.0436  -0.0396
Si  1.8253  10.0206  24.3788  -0.1655  -0.0337  -0.6017
Si  5.8264  10.1251  24.6361  0.1609  0.2058  -0.268
Si  9.6213  9.8707  24.5568  -0.028  -0.2153  -0.5592
Si  -0.0823  2.2358  25.0607  -0.072  -0.1576  0.1805
Si  3.832  2.2257  24.9325  0.0138  -0.0196  0.1451
Si  7.6807  2.2362  25.4348  0.0309  -0.0725  0.2349
Si  1.9339  5.4991  24.9145  -0.3123  0.2241  0.1663
Si  5.6692  5.5974  25.2686  0.2806  0.0945  0.2086
Si  9.6157  5.5603  25.2486  -0.0194  0.2846  0.1041
Si  0.002  8.8942  25.317  -0.0575  -0.1187  0.1942
Si  3.8197  8.9244  25.0552  0.0535  -0.0532  0.0212
Si  7.6704  8.9225  25.4262  -0.0333  -0.2769  0.1196
Si  1.9074  12.2592  25.1418  -0.1649  0.0851  0.1568
Si  5.7254  12.3419  25.3316  0.0147  -0.1297  0.3868
Si  9.6036  12.2026  25.0953  0.1455  -0.0423  0.1834
Si  -0.0323  2.2428  27.4854  0.0137  0.0038  0.078
Si  3.8349  2.2325  27.419  -0.0214  -0.009  0.1049
Si  7.7076  2.2391  27.7391  -0.0164  0.0182  0.0863
Si  1.9314  5.5421  27.4106  -0.0023  -0.0474  0.0201
Si  5.727  5.5905  27.6194  -0.0157  0.0082  0.0931
Si  9.6546  5.5708  27.6025  0.0285  -0.0471  0.0709
Si  0.0055  8.9114  27.6491  0.0165  -0.0148  0.0789
Si  3.8321  8.9137  27.4969  0.0136  0.02  0.0516
Si  7.7109  8.9263  27.7346  -0.0017  0.0009  0.0576
Si  1.9151  12.2675  27.5382  -0.0083  0.0401  0.086
Si  5.7495  12.3069  27.6681  0.0204  0.0388  0.0627
Si  9.6357  12.2499  27.5119  0.0298  -0.0122  0.1162
Si  1.9139  1.1236  28.328  -0.0079  -0.0038  -0.1924
Si  5.7306  1.1459  28.4019  0.0761  -0.027  -0.0824
Si  9.673  1.0904  28.3756  -0.0086  0.029  -0.1507
Si  0.0072  4.4601  28.3492  -0.0029  -0.039  -0.1064
Si  3.8135  4.4321  28.353  0.0036  0.0461  -0.1023
Si  7.6989  4.5013  28.405  0.0013  -0.0358  -0.098
Si  1.9373  7.7554  28.3548  0.022  0.0328  -0.1234
Si  5.7455  7.8183  28.4035  0.0067  -0.0344  -0.1102
Si  9.6674  7.7965  28.4132  -0.0006  0.0217  -0.0691
Si  -0.0223  11.1625  28.3766  0.0161  0.001  -0.1598
Si  3.8278  11.1366  28.3795  0.005  0.0057  -0.1544
Si  7.7107  11.1864  28.4069  -0.0468  -0.0138  -0.1419
Si  1.9336  1.1164  30.7489  0.0075  0.034  -0.2775
Si  5.8008  1.1164  30.7489  -0.2786  0.1041  0.07
Si  9.6679  1.1164  30.7489  0.1061  -0.1276  -0.0317
Si  0  4.4654  30.7489  0.1311  -0.0049  -0.2777
Si  3.8672  4.4654  30.7489  -0.1628  -0.1576  -0.1905
Si  7.7343  4.4654  30.7489  -0.0805  0.1114  0.2825
Si  1.9336  7.8145  30.7489  0.1037  -0.212  -0.2466
Si  5.8008  7.8145  30.7489  -0.2073  0.0176  0.1736
Si  9.6679  7.8145  30.7489  0.033  -0.0918  0.233
Si  0  11.1635  30.7489  -0.0397  0.0992  0.1015
Si  3.8672  11.1635  30.7489  -0.1221  -0.0997  0.0414
Si  7.7343  11.1635  30.7489  0.0441  0.1272  0.2075
Si  0  0  0.3944  -0.0187  0.0193  0.0308
Si  3.8672  0  0.3944  0.175  0.1227  -0.1987
Si  7.7343  0  0.3944  0.0559  -0.0201  -0.1248
Si  1.9336  3.3491  0.3944  0.0278  0.0925  0.145
Si  5.8008  3.3491  0.3944  -0.0794  -0.0532  -0.1172
Si  9.6679  3.3491  0.3944  0.1129  0.0647  -0.0334
Si  0  6.6981  0.3944  0.0558  -0.0751  -0.0916
Si  3.8672  6.6981  0.3944  -0.0813  0.1714  0.0875
Si  7.7343  6.6981  0.3944  0.1135  0.1685  0.1834
Si  1.9336  10.0472  0.3944  0.1817  -0.1359  -0.0128
Si  5.8008  10.0472  0.3944  0.0506  -0.1587  0.2321
Si  9.6679  10.0472  0.3944  -0.1427  -0.047  0.1487
Si  0.0326  -0.0083  2.764  0.0167  0.0536  0.1643
Si  3.9213  0.0184  2.736  -0.0794  -0.031  0.0254
Si  7.754  0.0215  2.7509  0.0167  -0.0048  0.1233
Si  1.9554  3.3617  2.7759  -0.0259  -0.0425  0.1363
Si  5.7866  3.3556  2.7426  0.0231  0.0266  0.0742
Si  9.7013  3.3606  2.7724  0.0239  -0.0292  0.1634
Si  0.0326  6.6642  2.7472  -0.0359  0.031  0.0192
Si  3.8615  6.7144  2.7685  0.0446  -0.0086  0.0585
Si  7.763  6.7374  2.7851  -0.0351  0.0173  0.107
Si  1.9759  10.0025  2.7702  -0.0387  -0.0101  0.2241
Si  5.8228  10.0223  2.8001  -0.0073  -0.0087  0.1703
Si  9.6558  10.0411  2.7869  -0.0018  -0.0088  0.2039
Si  0.0445  2.2225  3.5994  -0.0499  -0.0026  -0.1317
Si  3.8745  2.2309  3.5932  -0.0686  -0.0247  -0.0639
Si  7.7334  2.2719  3.5102  -0.0022  0.0141  -0.0478
Si  1.9582  5.5935  3.6278  -0.0324  0.0336  0.03
Si  5.8081  5.5987  3.478  0.0359  0.0352  -0.1014
Si  9.6971  5.6042  3.5846  0.0573  0.089  -0.0903
Si  0.0048  8.8868  3.5107  -0.0217  0.0096  -0.0684
Si  3.9087  8.903  3.7005  0.069  -0.0272  -0.117
Si  7.7408  8.9404  3.7469  -0.015  0.0038  -0.1048
Si  2.012  12.263  3.4621  0.0526  0.0224  -0.0857
Si  5.8354  12.2747  3.5339  0.0257  -0.0375  -0.0616
Si  9.6779  12.2922  3.5749  0.0394  -0.0269  -0.1042
Si  0.0801  2.2049  5.9886  0.0597  0.1133  -0.1918
Si  3.8725  2.2007  5.9814  0.2075  0.1473  -0.1111
Si  7.7559  2.2958  5.8576  -0.1148  -0.0548  -0.2371
Si  1.9646  5.6271  6.0432  0.0663  -0.191  -0.1965
Si  5.8255  5.5864  5.7997  -0.1223  -0.1639  -0.1908
Si  9.7429  5.6557  5.9693  0.0272  -0.2285  -0.2195
Si  0.0212  8.891  5.8606  -0.087  -0.0417  -0.369
Si  3.984  8.8336  6.1762  -0.1525  0.118  -0.1475
Si  7.746  8.9369  6.2599  -0.0287  -0.0418  -0.1714
Si  2.1098  12.2306  5.7899  -0.131  0.0068  -0.2417
Si  5.8701  12.2744  5.8905  0.0296  0.2525  -0.2205
Si  9.6952  12.2922  5.9634  0.068  0.0661  -0.1376
Si  1.9879  0.9836  6.7159  0.0294  -0.1772  0.4007
Si  5.8634  1.1241  6.6591  -0.0657  -0.0354  0.08
Si  9.6704  1.1841  6.5921  -0.3007  0.1899  0.4966
Si  0.0368  4.4551  6.7402  0.042  0.0298  0.0247
Si  3.9348  4.4663  6.6719  -0.1228  -0.0285  0.0778
Si  7.767  4.5548  6.5783  0.1482  0.12  0.4164
Si  1.9194  7.8745  6.8206  -0.0484  0.1266  0.461
Si  5.8863  7.5832  7.0011  0.1354  -0.4847  0.3313
Si  9.751  7.8567  6.8953  0.024  0.1471  0.5158
Si  0.1207  11.1606  6.3623  0.1237  -0.1062  0.0158
Si  4.0278  11.1258  6.7563  0.097  -0.1049  0.4866
Si  7.7544  11.2697  6.857  -0.1578  0.2689  0.3472
O  2.0289  0.6477  8.3626  -0.0041  0.1182  -0.2059
O  4.328  11.1993  8.4205  -0.0375  -0.0184  -0.2411
O  7.7564  4.8595  8.2303  -0.0418  -0.0018  -0.0524
O  9.8816  7.9606  8.5887  -0.0195  -0.0435  -0.4242
O  5.9824  6.84  8.5801  -0.0804  0.491  -0.3553
O  1.6847  8.0178  8.4833  0.0457  -0.0649  -0.273
O  9.3532  1.5017  8.2009  0.0813  -0.0401  -0.1114
O  0.5304  10.9889  7.9577  -0.0836  0.1252  0.4052
O  7.5177  11.7957  8.4644  0.0791  -0.1585  -0.317
O  6.2833  10.5483  23.0757  -0.0412  -0.1062  -0.0156
O  3.9777  13.1023  22.6462  0.0075  0.0371  0.3879
O  6.3488  3.7883  22.9052  -0.1704  -0.1704  0.1603
O  1.679  3.0004  22.4101  0.0675  0.1334  0.6383
O  9.0443  3.4101  22.8247  0.1403  -0.0144  0.3094
O  7.4788  0.384  22.9813  0.0617  -0.0917  0.044
O  1.4668  9.9166  22.7173  0.0768  0.0339  0.5225
O  4.0538  6.6879  22.4692  -0.1046  -0.0512  0.6377
O  9.6501  9.2906  22.9768  -0.0205  0.1438  0.1654
Si  3.3221  12.9927  21.1479  0.1141  0.02  -0.2058
Si  11.8248  1.7687  11.4941  0.0686  -0.0281  0.1257
Si  -0.7623  13.6235  15.6773  -0.0525  -0.1187  0.0994
Si  7.2681  3.5946  11.3316  0.043  -0.0482  0.1782
Si  8.8545  9.3219  14.9489  -0.0856  0.0079  -0.036
Si  10.417  0.9432  19.946  -0.0165  -0.1558  -0.2035
Si  1.75  3.9983  18.3531  -0.118  0.1479  -0.0623
Si  8.8563  10.2784  11.979  0.1013  0.0468  0.1571
Si  4.9358  -2.9497  12.6694  0.0091  0.0513  0.1473
Si  3.6144  0.4697  14.7631  -0.0105  -0.0999  0.0543
Si  10.2134  6.679  15.4145  -0.0125  0.0171  0.1571
Si  11.0653  -0.9705  12.9268  -0.0423  0.0453  0.0292
Si  5.7908  7.1428  18.5964  0.1754  0.0638  -0.1049
Si  13.4328  0.0237  9.8533  0.0131  0.1966  -0.0494
Si  7.6621  3.6093  21.9422  0.1498  0.035  0.1914
Si  11.4695  11.1357  9.4265  0.1547  -0.0347  -0.0204
Si  4.4967  -5.6322  21.3157  0.0766  -0.0297  -0.1844
Si  1.506  2.2488  20.9669  -0.0325  -0.112  -0.1312
Si  6.1878  -4.2321  16.303  0.0476  -0.0329  0.0962
Si  -4.5616  5.8218  9.3541  0.0565  -0.3014  -0.3051
Si  4.4062  4.8874  16.863  0.0438  0.0619  -0.0027
Si  9.237  14.9948  9.8097  0.1002  0.0472  -0.0177
Si  1.6404  8.7741  9.9298  0.0063  -0.1115  0.0534
Si  8.4449  -1.4059  9.7958  -0.0457  -0.1054  0.3126
Si  9.4574  7.6652  10.1482  0.144  0.0815  0.1218
Si  2.0828  -2.2069  13.7987  0.0032  -0.026  0.0431
Si  6.4502  9.9135  21.5941  -0.1433  0.1544  -0.0706
Si  -0.9805  11.9352  18.0831  -0.0814  -0.0636  -0.0511
Si  5.6927  -1.5449  15.3044  0.0813  -0.0986  -0.0095
Si  1.3865  2.4868  15.6582  -0.0718  -0.0171  0.0239
Si  6.8882  3.4466  15.845  0.0517  0.0383  0.0419
Si  3.8374  11.0716  9.9703  0.0469  0.0447  0.0516
Si  5.6071  2.37  13.4849  0.0148  -0.0341  -0.0991
Si  10.9832  6.1886  18.3344  -0.0015  0.1566  0.0238
Si  -2.393  8.9419  21.4583  0.1408  0.0815  -0.0329
Si  1.1813  4.362  13.1711  -0.0535  -0.0535  -0.0565
Si  5.8535  7.5681  13.6359  0.0784  0.0853  0.1451
Si  4.0196  5.1125  13.8335  -0.0191  0.0265  0.0841
Si  8.098  5.4322  13.767  -0.0487  -0.0335  0.0969
Si  7.5415  -0.8759  17.426  0.0441  -0.0232  0.0802
Si  8.749  15.1125  17.4392  -0.0023  -0.158  0.0118
Si  13.8001  10.0069  21.2589  -0.0138  -0.0111  -0.2533
Si  11.5056  9.2054  19.2849  -0.1063  -0.0714  -0.1283
Si  0.0999  8.9898  14.503  -0.0231  0.0191  0.0029
Si  5.8306  -1.1836  19.8221  0.038  0.0622  -0.2063
Si  7.7956  0.729  21.4341  -0.0515  -0.2437  -0.0632
Si  8.4205  6.198  20.1889  0.1067  0.0732  -0.2753
Si  0.2663  7.1731  11.9769  0.0087  0.0297  0.0129
O  9.3769  0.5699  21.1326  0.0806  -0.0041  0.068
O  7.1642  -1.0627  15.8438  -0.0309  -0.0277  -0.0541
O  10.9351  -0.5115  19.379  -0.0042  0.1252  0.1384
O  1.3951  -3.4146  14.7276  0.0028  -0.0096  -0.0026
O  -1.1895  9.2881  20.4591  -0.0867  0.0367  0.1096
O  11.4126  -0.7546  16.8457  0.023  0.0536  -0.0623
O  6.4452  4.7435  10.4671  -0.0326  0.1345  -0.0745
O  1.2072  2.9541  17.2093  0.0148  -0.0382  0.0293
O  7.3885  2.2639  21.0477  -0.0825  0.1125  0.0156
O  8.6751  13.5326  10.2981  -0.0624  -0.0715  -0.0954
O  4.4796  1.1723  13.5315  -0.0197  0.031  -0.0219
O  -1.2023  9.8773  15.0084  0.0077  -0.0301  -0.0124
O  -0.0323  1.8269  20.6516  -0.0463  0.0728  0.0593
O  1.969  3.2605  19.7822  0.0543  0.045  0.0538
O  7.2665  6.7041  19.149  0.0042  0.0079  0.0865
O  5.2162  -2.9351  16.0513  -0.0432  0.0014  0.0169
O  -0.1621  7.762  18.5153  0.0148  0.0197  0.0485
O  0.6794  5.2264  18.5441  0.0941  -0.1086  0.0138
O  9.7574  1.8472  18.7249  0.0228  0.079  0.098
O  5.011  10.9327  11.1047  -0.0237  -0.004  -0.0396
O  3.7047  5.2782  15.4334  -0.0241  0.0095  -0.0262
O  1.5777  7.6089  11.0866  0.0114  0.0691  -0.0589
O  2.3518  0.8643  20.9069  -0.0175  0.0985  0.1057
O  11.6334  7.5351  15.2931  0.0313  0.0173  -0.0448
O  8.2484  2.779  10.3219  -0.0548  0.0517  -0.0261
O  1.3389  9.4265  20.0007  0.1788  0.0755  0.1928
O  7.7194  9.7417  16.047  0.0012  0.0311  -0.0179
O  8.8019  7.3762  21.2545  -0.0245  -0.0239  0.132
O  2.7512  4.6981  12.9082  0.041  0.0049  0.0007
O  6.6708  2.2293  14.7454  -0.0216  0.0081  -0.0525
O  3.061  -0.9264  10.3144  0.0554  -0.0297  -0.0386
O  6.3242  2.4243  12.0124  0.0131  0.0353  0.011
O  11.1875  0.5677  12.3981  -0.0031  0.0404  -0.0737
O  5.9734  8.3612  21.674  -0.0116  -0.085  0.1342
O  0.9047  11.6668  12.7867  0.0609  -0.0245  -0.0102
O  7.2777  6.7963  13.3105  -0.0163  -0.0241  -0.0813
O  3.3493  -2.9479  13.1018  -0.0291  -0.0072  -0.0583
O  5.9844  8.5842  17.818  -0.0583  -0.0462  0.0235
O  8.0809  3.1019  16.9214  -0.0261  0.0333  -0.0048
O  7.5371  0.7041  17.8394  -0.0061  0.0518  -0.0269
O  7.8084  11.1671  11.0792  0.0252  0.1109  -0.2019
O  11.2045  10.4247  18.2418  0.0123  0.0047  0.0441
O  13.2635  1.2825  10.8802  0  -0.0742  -0.0436
O  5.4779  3.6684  16.6492  -0.0145  -0.0308  0.0099
O  2.5362  11.5752  20.9744  -0.0376  -0.0573  0.078
O  5.2581  6.1152  17.4769  -0.0553  -0.0437  -0.0522
O  5.5645  10.7847  20.5523  0.0659  -0.0974  0.0905
O  4.6703  7.1544  19.8006  -0.0751  0.0394  0.1935
O  9.0047  11.8682  17.7811  0.0002  -0.0085  0.009
O  0.4606  12.5354  10.0146  -0.1125  -0.081  0.0129
O  12.0772  5.8011  12.8393  0.0272  -0.0417  0.0494
O  12.1398  3.1766  12.2532  0.0014  0.0012  0.012
O  -2.6143  7.7509  15.3589  0.0031  -0.0096  -0.0155
O  4.4498  13.0666  19.9502  -0.13  -0.0261  0.2078
O  7.3294  4.8229  15.0821  0.0027  0.0007  -0.0179
O  -2.4097  9.0021  11.0341  -0.0231  -0.0335  -0.0663
O  12.7048  3.8086  14.7207  0.0175  -0.0038  0.0138
O  11.5353  8.471  12.9467  0.0428  -0.0383  -0.0463
O  9.8665  11.3013  9.3443  0.0137  -0.0827  -0.0986
O  5.0355  3.8772  13.6555  0.0014  -0.0032  -0.0133
O  3.2132  4.5351  17.8989  0.0264  -0.0383  0.0375
O  4.7036  13.0946  15.7044  -0.043  0.0477  -0.0076
O  3.4925  9.0318  21.3232  -0.0458  0.0327  0.0822
O  8.1279  6.7355  10.1495  -0.1179  -0.0646  -0.0598
O  7.9794  9.9341  21.0603  0.0041  0.0013  0.0357
O  9.8015  5.8161  19.3972  -0.0705  -0.0467  0.0646
O  0.3351  9.7574  10.171  -0.0547  0.0084  -0.0297
O  10.072  11.3589  12.2046  0.0212  -0.0019  -0.1028
O  0.3155  1.3472  15.2526  0.0555  0.0984  -0.0395
O  7.0198  -0.3551  20.5286  0.0645  0.099  0.1311
O  5.5759  -4.4617  12.7675  -0.0259  0.0166  -0.0767
O  -1.1097  12.6512  14.4304  0.0025  0.0182  0.0156
O  8.1073  4.3596  12.5294  -0.0155  -0.019  -0.1033
O  9.6802  5.6535  14.2297  -0.0299  0.0487  -0.0336
O  5.6999  11.5072  13.6871  -0.0178  0.0125  -0.0916
O  -2.0841  1.0177  16.1839  0.0143  0.0802  -0.0916
O  10.351  5.9242  16.8467  -0.0216  -0.0285  -0.1237
O  5.8536  7.9928  15.2172  -0.0524  -0.0444  -0.0272
O  10.646  6.8698  10.937  -0.0397  0.0063  -0.0553
O  10.7237  2.0241  10.3323  -0.0658  -0.0154  -0.0771
O  2.5616  12.6408  14.4254  0.05  0.0185  -0.0343
O  8.3249  9.7347  13.4391  0.0408  -0.0236  -0.0605
O  4.6467  6.5194  13.3082  -0.0242  -0.0072  -0.0302
O  6.3185  -1.5202  18.3023  0.0161  0.0138  0.0565
O  7.8515  4.896  20.9702  -0.0884  -0.1367  0.0952
O  2.8456  1.7421  15.4623  0.0105  -0.0049  -0.0307
O  2.9488  9.7134  10.1074  0.0526  -0.0162  -0.0458
H  5.903  1.1171  8.1627  -0.0073  0.0147  -0.0489
H  4.0332  4.4908  8.1714  -0.0047  -0.0135  -0.0087
H  0.0148  4.4485  8.2428  -0.0183  0.0032  -0.0184
H  -0.0057  -0.0638  -8.2403  -0.0121  -0.035  -0.0223
H  -0.2064  6.8055  -8.1951  0.0203  -0.0021  -0.001
H  7.6056  6.7669  -8.0074  -0.0002  -0.0086  0.069

Results
free energy: -166610.111 eV
free energy less fixed offsets of H -15.97, O -568.88, Si -635.61 eV per atom: 0.589 eV

The program warned: the cutoff lies below the one the program advises for these potential files; the exchange-correlation potential is rough where the density is thin.
